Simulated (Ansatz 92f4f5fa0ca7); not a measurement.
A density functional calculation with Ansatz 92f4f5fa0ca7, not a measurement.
Periodic cell of 237 atoms, Si146O90As1, from a study of silicon, its oxide and their interface. The atomic structure is a simulated model.
Doubt: the cutoff is far below the 930 eV that the study's wrapper takes by default for these files, so forces and energies are approximate.
This geometry differs little from another in the collection (a relaxation step or a small displacement).

Settings
functional: PBE
potential files: Ansatz PAW
basis: plane waves
wave-function cutoff: 580 eV
density cutoff ratio: 5
exchange-correlation grid ratio: 1
k mesh: 1 x 1 x 1, Gamma-centred
self-consistency stop: 5e-08 eV per atom in the density residual
occupations: fixed
spin: none
net charge: +1 e, with a uniform compensating background and no finite-size correction

Cell vectors (angstrom)
a 11.6015 0 0
b 0 10.938 0
c 0 0 32.0622

Atoms: element, x, y, z (angstrom)
Si -0.1869 -0.0571 23.2536
Si 3.6804 0.2096 23.0753
Si 7.5527 -0.1417 23.4446
Si 1.6971 1.3813 23.4007
Si 5.7467 1.4073 23.1647
Si 9.4442 1.2221 23.3439
Si 0.1564 5.2933 23.4485
Si 4.041 5.2461 23.3855
Si 8.1317 5.5514 23.5647
Si 2.1254 6.6083 23.3336
As 5.9716 6.7245 23.5941
Si 10.0495 6.9006 23.5826
Si 1.9019 2.6546 25.3786
Si 5.8381 2.6348 25.2407
Si 9.6365 2.6743 25.2535
Si 11.5989 4.0056 25.3858
Si 3.9024 3.9522 25.3409
Si 7.7407 4.0736 25.3734
Si 1.9695 8.15 25.1804
Si 5.7705 8.2418 25.4564
Si 9.717 8.2645 25.4363
Si 11.6406 9.5742 25.2489
Si 3.8473 9.6096 25.0523
Si 7.7136 9.55 25.4211
Si 11.6504 -0.0097 27.2066
Si 3.9063 -0.0533 27.1235
Si 7.7657 -0.0119 27.3184
Si 1.9879 1.3137 27.2877
Si 5.8345 1.3227 27.2073
Si 9.6985 1.3383 27.2144
Si 11.5941 5.4674 27.2378
Si 3.8426 5.4224 27.2222
Si 7.7265 5.4663 27.2833
Si 1.9354 6.8262 27.167
Si 5.7633 6.7866 27.3059
Si 9.6641 6.8237 27.2991
Si 1.9463 2.7215 29.1925
Si 5.7986 2.7247 29.1328
Si 9.683 2.7292 29.1501
Si 0.0152 4.0975 29.1667
Si 3.8666 4.0913 29.1794
Si 7.7377 4.0872 29.1963
Si 1.9408 8.1903 29.1184
Si 5.7974 8.1944 29.2065
Si 9.6768 8.1958 29.2236
Si 0.0087 9.5616 29.1493
Si 3.873 9.5604 29.1142
Si 7.7399 9.5481 29.2251
Si 0.004 0.002 31.0945
Si 3.8622 0.0083 31.0673
Si 7.7326 0.0123 31.1272
Si 1.9312 1.3722 31.127
Si 5.7973 1.3711 31.0717
Si 9.6713 1.3665 31.0964
Si 0.0133 5.4702 31.0987
Si 3.8703 5.4794 31.1072
Si 7.7445 5.4693 31.1308
Si 1.94 6.8456 31.0734
Si 5.807 6.8309 31.1298
Si 9.6819 6.8296 31.1506
Si 1.933 2.7551 0.9955
Si 5.7978 2.7538 0.9339
Si 9.6692 2.739 0.9744
Si -0.0091 4.1115 0.9674
Si 3.8667 4.1199 0.9835
Si 7.7417 4.1119 1.0036
Si 1.9324 8.2212 0.9473
Si 5.7983 8.2329 0.9744
Si 9.6713 8.2261 1.0117
Si 0.0008 9.5947 0.9858
Si 3.8614 9.595 0.9631
Si 7.7392 9.5838 0.9952
Si 11.6123 0.0407 2.9247
Si 3.8583 0.0284 2.9181
Si 7.743 0.0296 2.911
Si 1.9373 1.4067 2.9351
Si 5.8132 1.3718 2.8391
Si 9.6638 1.3911 2.9265
Si 11.5682 5.5102 2.8738
Si 3.8794 5.5038 2.9165
Si 7.7398 5.5207 2.9258
Si 1.9162 6.8293 2.8613
Si 5.8113 6.8676 2.8941
Si 9.6628 6.9066 2.9781
Si 1.9156 2.8392 4.8293
Si 5.8386 2.731 4.7486
Si 9.6006 2.8039 4.8372
Si 11.5441 4.1393 4.7827
Si 3.9208 4.1046 4.8286
Si 7.7189 4.2116 4.8892
Si 1.8898 8.1543 4.8036
Si 5.8108 8.2664 4.7929
Si 9.6638 8.3303 4.9163
Si 11.6356 9.6593 4.8887
Si 3.8202 9.4917 4.7921
Si 7.7235 9.6842 4.8953
Si 11.5979 0.2373 6.7799
Si 3.7544 -0.0485 6.6623
Si 7.7138 0.0636 6.9184
Si 2.049 1.5085 6.7652
Si 5.7128 1.2805 6.6269
Si 9.6466 1.5253 6.8355
Si 11.5274 5.5039 6.7019
Si 3.9832 5.4395 6.7973
Si 7.7406 5.6774 6.8355
Si 1.9758 6.6472 6.6566
Si 5.8141 6.9811 6.7527
Si 9.758 7.0448 6.9188
O 10.0035 7.9731 8.3046
O 7.6634 9.9402 8.2234
O 7.4079 4.7379 8.1681
O 3.3724 10.3536 8.2099
O 2.0277 7.5585 8.0281
O 4.0012 4.5926 8.2503
O 9.7803 2.4539 8.2192
O 2.6135 2.3462 8.1212
O 11.3883 4.5757 8.0676
O 5.3602 2.3817 7.8122
O 5.8151 7.9903 8.0842
O 11.3148 10.3145 8.153
O 11.2757 10.1065 21.7724
O 3.2577 10.7143 21.506
O 5.6135 7.8219 22.2008
O 4.2833 4.4952 21.9331
O 7.6582 9.6249 22.2348
O 10.3698 7.6845 22.1688
O 1.637 2.4266 22.1131
O 5.956 2.4512 21.8671
O 8.397 4.6869 22.2019
O -0.1035 4.4282 22.0374
O 2.2939 7.385 21.8957
O 9.1236 1.8748 21.8524
Si 1.9143 7.7883 9.614
Si 5.0417 0.5903 17.6603
Si 2.4861 5.408 14.0185
Si 10.5512 3.8639 14.0366
Si 8.2779 2.3752 15.2511
Si 9.5634 2.2156 20.3215
Si 10.5118 3.6518 9.0773
Si 0.0387 2.3172 11.5636
Si 11.0143 8.1365 15.4055
Si 5.1637 6.9286 13.9873
Si 5.7547 2.6175 11.1157
Si 8.5751 7.6484 19.4024
Si 8.1424 4.835 20.5895
Si 5.9184 9.5806 15.1858
Si 2.1 7.6525 20.2996
Si 1.9091 4.8954 18.769
Si 4.4855 3.4467 17.9929
Si 8.4838 8.9145 16.8257
Si 0.8262 9.4855 13.3077
Si 9.9129 10.6559 11.7215
Si 5.3785 3.709 20.9766
Si 0.5731 5.5157 16.2498
Si 10.7862 9.1531 9.1521
Si 6.536 8.8654 21.3159
Si 7.1141 7.112 11.4872
Si 2.6754 0.7337 12.2229
Si 10.895 8.7058 21.0082
Si 6.0403 4.3274 15.6269
Si 7.0828 0.4862 12.9678
Si 4.0595 2.985 8.5949
Si 0.8762 6.7476 11.9045
Si 6.5707 9.0539 9.0789
Si 0.6649 3.2854 21.1328
Si 9.7918 6.5193 12.8964
Si 7.7211 4.5388 9.7547
Si 4.0043 10.0705 20.1859
Si 4.2611 3.0354 13.5249
Si 3.8552 10.0133 9.7408
Si 8.051 0.7694 18.0167
O 11.5045 3.2367 12.8901
O 9.3462 4.4745 9.8857
O 8.8384 3.5895 19.8466
O 4.0465 -0.0552 18.7891
O 11.3082 4.5324 15.3069
O 9.8535 9.7975 10.325
O 3.7743 1.527 13.1397
O 0.6345 9.0714 14.876
O 6.4724 1.0059 18.3629
O 4.7434 3.1728 19.5953
O 6.252 1.1813 11.7384
O 0.5475 8.6421 9.8758
O 5.6357 4.3261 17.2244
O 8.4363 7.2149 12.4026
O 4.4101 2.6337 10.1532
O 2.0633 5.629 15.5777
O 3.3737 0.0614 10.9217
O 5.8798 7.2187 12.545
O 2.2895 6.3621 19.354
O 0.6315 4.9275 17.7695
O 8.418 10.6963 12.371
O 5.4747 10.0808 9.6971
O 0.592 8.2358 20.1501
O 9.7598 2.6 14.6647
O 1.9983 10.5953 13.2329
O 9.9387 9.0921 16.1455
O 6.1478 10.3413 13.7595
O 7.4447 1.589 14.1076
O 1.6368 3.9481 20.0458
O 5.9196 5.7939 14.9147
O 7.3369 8.9355 15.6879
O 1.5165 1.6757 11.6099
O 7.1962 8.2917 10.3661
O 4.3106 1.9927 17.2666
O 7.038 3.1652 10.2825
O 11.5462 7.0052 16.4391
O 8.2337 10.1177 17.8625
O 3.2711 8.5356 10.1029
O 7.5848 3.8232 15.5371
O 3.1255 4.3036 17.8944
O 2.8958 3.8804 13.6916
O 1.339 8.2048 12.4589
O 1.2021 5.6788 13.071
O 4.971 8.2983 14.8612
O 11.1873 2.3561 20.3377
O 10.9773 9.9898 12.7566
O 5.2918 3.5748 12.3647
O 5.0811 3.2059 14.9184
O 6.5126 4.7992 20.5077
O 8.422 1.5356 16.6386
O 10.4166 1.2425 11.4532
O 10.8702 6.6289 11.6697
O 3.2636 8.6766 19.833
O 1.7119 6.4434 10.5284
O 7.154 8.0747 20.0631
O 8.4538 7.5758 17.7795
O 3.676 6.4165 13.6186
O 9.556 4.968 13.3471
O 5.5452 9.9764 20.7038
O 10.3098 7.3752 14.1647
O 8.8508 6.1458 19.9682
O 7.0772 5.7138 10.6629
O 5.2736 10.5493 16.3599
O 9.0541 1.1252 19.2482
O 11.5855 3.1625 10.1794
O 9.7067 8.723 19.8976

Results
free energy: -148856.848 eV
free energy less fixed offsets of As -4856.12, O -568.88, Si -635.61 eV per atom: -2.468 eV

Forces (eV/angstrom), in the order of the atoms: element, x, y, z
Si -0.0073 0.0139 0.0146
Si 0.0226 0.0159 0.0254
Si 0.0014 0.0149 -0.0043
Si 0.0015 -0.0196 0.0127
Si -0.0152 -0.0166 0.0117
Si 0.015 -0.0123 0.0218
Si 0.0011 -0.0201 0.0306
Si 0.0142 0.0297 0.0569
Si 0.04 -0.0033 -0.0455
Si 0.0173 0.0197 -0.002
As -0.0639 0.0042 0.0144
Si -0.0086 0.0064 0.0297
Si -0.0077 0.0011 0.0019
Si 0.0037 0.0054 -0.015
Si 0.0201 0.0055 -0.0213
Si -0.0017 -0.0092 -0.0008
Si 0.0017 0.0074 0.002
Si -0.028 0.0119 0.0159
Si 0.0004 0.0062 0.0047
Si -0.0028 0.0221 0.0112
Si -0.0008 0.002 -0.0039
Si -0.0023 -0.0104 -0.0017
Si -0.002 -0.0251 -0.0039
Si -0.0038 -0.0209 -0.0039
Si 0.0065 -0.0026 -0.0216
Si 0.0012 -0.0023 0.0001
Si -0.0031 0.0041 -0.0118
Si 0.009 0.0016 0.0057
Si 0.0004 0.0071 0.0107
Si -0.0079 -0.0009 0.0185
Si 0.0006 0.0054 0.0075
Si 0.0011 0.0057 -0.0024
Si -0.0087 0.0146 -0.0148
Si 0.0053 -0.0008 -0.0054
Si 0.0025 -0.0144 -0.0067
Si 0.0048 0.0026 -0.0011
Si 0.0044 -0.0021 -0.0009
Si -0.0016 -0.0033 -0.0069
Si 0.0029 0 0
Si 0.0018 0.0032 -0.0037
Si 0.0008 -0.0055 -0.0051
Si -0.0025 -0.0109 0.001
Si 0.004 -0.0045 -0.0089
Si -0.0016 -0.0023 -0.0089
Si -0.0019 -0.0051 -0.0067
Si -0.0022 -0.0009 0.0101
Si 0.0024 0.007 -0.0029
Si 0.0045 -0.0002 0.009
Si 0.0007 0.0026 0.0022
Si 0.0001 0.0016 0.0018
Si -0.0009 -0.0002 -0.0017
Si 0.0013 0 -0.0052
Si 0.0025 0.0015 -0.0024
Si -0.0011 -0.0023 -0.0014
Si 0.0008 -0.0035 -0.0011
Si 0.0008 0.0002 -0.0065
Si 0.001 0.0016 -0.0019
Si -0.0011 -0.0006 0.0042
Si 0 -0.0023 0.0035
Si 0.0033 0.0016 0.0025
Si 0.001 -0.0008 -0.0012
Si -0.0017 -0.0031 -0.007
Si 0.0024 0 -0.0009
Si -0.002 0.0046 0.0002
Si 0.0011 0.0013 0.0046
Si 0.0007 0.0017 0.0047
Si 0.0002 0 0.0007
Si 0.0024 0.0029 0.0025
Si -0.0024 0 0.0042
Si -0.0014 -0.0003 -0.0001
Si -0.0007 0.0002 -0.0007
Si 0.0031 -0.0014 -0.0034
Si 0.0005 -0.0008 -0.0005
Si 0.001 -0.0022 -0.001
Si 0 -0.0008 -0.0002
Si -0.0004 0.0005 0.0011
Si 0.0001 0.0012 0.0023
Si -0.0004 0.0011 -0.0002
Si 0.0005 0.0001 0.0017
Si -0.0007 0.0012 0.0005
Si 0.0007 0.0011 -0.0004
Si 0.0004 -0.0009 -0.0005
Si 0.0004 -0.0044 0.0005
Si -0.0002 0.0015 -0.0015
Si -0.0012 0.0005 0.0025
Si -0.0004 -0.0004 0.0022
Si 0.0009 -0.0006 0.0026
Si -0.0013 0.0025 0.0012
Si -0.0005 -0.0009 0.0003
Si -0.0019 0.0013 0.0016
Si 0.0019 -0.0006 0.0002
Si 0.0011 0.0017 -0.0003
Si -0.0003 -0.0018 0.0007
Si 0.0002 0.0021 0.0034
Si -0.0002 0.0018 0.0028
Si 0.0002 0.0006 0.0025
Si 0.0006 0.0022 -0.0078
Si 0.0023 0.0023 -0.0112
Si -0.0016 0.0038 -0.0071
Si -0.0015 -0.0004 -0.0083
Si 0.002 0.0011 -0.0064
Si -0.0001 -0.0014 -0.0105
Si 0.0018 -0.0041 -0.0103
Si 0.0016 -0.0004 -0.0036
Si 0.0048 0.0015 -0.0063
Si -0.0022 0.0002 -0.0078
Si -0.001 -0.001 -0.0068
Si -0.0018 0.0006 -0.0066
O 0.0056 0.0114 0.0064
O -0.0077 -0.0146 0.0075
O -0.0011 -0.007 0.0136
O -0.0016 -0.0089 0.0167
O -0.002 0.0077 0.0132
O 0.0006 -0.0076 0.0022
O 0.0035 0.0146 0.0076
O 0.0092 0.0079 0.0031
O -0.0081 -0.0128 0.0099
O -0.0085 0.0102 0.0034
O 0.0037 0.0107 0.0045
O -0.0071 -0.0162 0.0102
O -0.0021 -0.024 -0.0188
O -0.0068 -0.0132 -0.0275
O 0.0412 0.0367 0.0023
O 0.0201 -0.0139 -0.042
O -0.0295 -0.0276 -0.0197
O 0.0201 0.0274 -0.0455
O -0.0188 0.0255 -0.0167
O -0.0021 0.0227 -0.0181
O -0.0225 -0.0021 -0.036
O 0.0055 -0.0235 -0.0155
O -0.0046 -0.0018 -0.0128
O 0.0026 0.0109 -0.0342
Si 0.0023 0.0047 -0.005
Si -0.0116 -0.0028 0.0033
Si -0.0019 0.0014 0.0031
Si 0.0006 0.0032 -0.001
Si -0.002 -0.0035 0.0001
Si -0.0102 0.0181 0.025
Si -0.0019 -0.0008 -0.0088
Si -0.0022 0.0067 0.0017
Si -0.0064 0.0017 0.0013
Si 0.0024 -0.0021 0.0007
Si -0.0021 0.0077 0.0007
Si -0.0409 -0.0005 0.0424
Si -0.0009 -0.0096 0.0479
Si -0.0005 0.0032 0.0048
Si 0.0116 0.0163 0.0092
Si 0.006 0.0035 0.0098
Si -0.0007 0.0053 0.0117
Si -0.0024 0.0038 -0.0016
Si -0.0022 0.0009 0.0029
Si 0.0011 -0.0047 0.0008
Si 0.005 -0.0027 0.0214
Si -0.0016 0.0006 0.0019
Si -0.0016 0.001 -0.0097
Si 0.0034 -0.0414 0.0139
Si -0.0001 0.0016 0
Si 0.0015 -0.0024 -0.0009
Si -0.0032 -0.0034 0.0183
Si 0.0015 -0.0005 0.0035
Si -0.001 0.0003 0.0044
Si -0.0031 -0.0013 -0.0055
Si 0.0013 0.0012 0.0022
Si 0.0024 0.0042 -0.0062
Si 0.0023 -0.0076 0.008
Si -0.0022 0.0026 0.0053
Si 0.0029 -0.0008 -0.0033
Si -0.0024 -0.0098 0.0127
Si 0.0025 -0.0006 0.0016
Si -0.0017 -0.0015 -0.0042
Si -0.002 -0.0135 -0.0044
O -0.004 0.0033 -0.0002
O -0.0027 0.0016 -0.0015
O 0.0025 -0.0061 0.0113
O 0.0137 0.0139 -0.0167
O -0.0052 -0.0026 0.0001
O -0.005 0.0072 0.0063
O 0 0.0031 0.0004
O 0.0015 0.0005 0.0034
O 0.0058 0.003 -0.002
O -0.0056 -0.0016 -0.0163
O 0.0022 -0.0042 -0.0023
O 0.0053 -0.0019 -0.0011
O 0.0023 0.0013 -0.006
O 0.0008 0.0012 -0.0013
O 0.0063 -0.0018 0.0063
O -0.0017 -0.002 -0.0013
O -0.006 0.0059 0.0033
O -0.003 -0.001 0.0002
O -0.0069 -0.0223 -0.0105
O -0.0076 0.004 -0.0068
O -0.0048 0.0025 -0.001
O -0.0047 0.0019 -0.0031
O -0.0048 0.0013 0.0084
O -0.0047 0.001 -0.0008
O -0.0027 -0.0009 0.0001
O -0.0001 -0.0041 0.0046
O 0.0006 0.0003 -0.0045
O -0.0005 -0.0008 0.0042
O 0.0006 0.0064 -0.0075
O -0.0018 0.0011 -0.0003
O 0.002 0 0.0022
O -0.0018 0.0002 -0.0035
O 0.0016 -0.0074 0.0052
O 0.0013 -0.008 0.0054
O -0.004 -0.0033 -0.0019
O -0.0008 -0.0009 0.0001
O -0.0002 0.0125 0.0018
O -0.0027 -0.0006 -0.005
O -0.0026 -0.0044 0.0053
O 0.0021 -0.0046 0.0023
O 0.0002 0.0009 -0.0022
O -0.0025 0.002 0.0011
O 0.0008 0 0.0004
O -0.0015 -0.0025 0.0016
O 0.0052 0.0049 0.0062
O 0.0041 0.0001 0.0005
O -0.0029 0.0002 0.0015
O -0.0031 -0.0024 0
O 0.0138 -0.0221 -0.0051
O 0.0012 0.0066 -0.0102
O -0.0002 0 -0.0043
O -0.0024 0.0002 -0.0027
O 0.0008 0.0031 0.0112
O -0.0037 -0.0037 0.0017
O 0.0649 -0.0156 -0.0125
O -0.0009 0.0001 -0.0061
O -0.0006 -0.0022 0.0018
O -0.0005 0.002 -0.0006
O -0.0162 0.0071 -0.0009
O -0.0024 -0.0013 0.0014
O -0.0015 0.0265 -0.0132
O -0.0009 0.0077 0.0022
O 0.0045 -0.0052 -0.0041
O -0.0058 -0.0101 -0.0022
O 0.006 -0.0069 0.0051
O -0.0067 -0.0144 0.0006

The program warned: the cutoff lies below the one the program advises for these potential files; the forces do not sum to zero within the program's tolerance; the exchange-correlation potential is rough where the density is thin.
